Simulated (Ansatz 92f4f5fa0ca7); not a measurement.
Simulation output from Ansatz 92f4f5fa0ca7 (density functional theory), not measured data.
Periodic cell of 444 atoms, Si256O116H72, with a vacuum gap, from a study of silicon, its oxide and their interface. The atomic structure is a simulated model.

Settings
functional: r2SCAN
potential files: Ansatz PAW
basis: plane waves
wave-function cutoff: 800 eV
density cutoff ratio: 5
exchange-correlation grid ratio: 1
k mesh: 1 x 1 x 1, Gamma-centred
self-consistency stop: 2e-11 eV per atom in the density residual
occupations: fixed
spin: none
net charge: 0
applied field: sawtooth along c, amplitude +0.015 V/angstrom in the program's sign convention, ramp centred at 0.9864 of c and 0.0271 of c wide, no dipole correction

Cell vectors (angstrom)
a	16.3305	0	0
b	0	16.3305	0
c	0	0	36.8378

Atoms and the computed forces on them: element, x, y, z (angstrom), force x, y, z (eV/angstrom)
Si	0.2019	-0.2564	23.3355	-0.0017	0.0027	0.0242
Si	2.8227	2.3769	23.1276	-0.0024	-0.0045	0.0285
Si	-0.1943	5.423	23.2541	-0.0131	0.006	0.0326
Si	2.779	7.8139	23.378	0.0034	-0.0022	0.0173
Si	-0.2804	11.0443	23.1158	-0.0014	0.0037	0.0201
Si	2.4032	13.8722	22.9313	-0.0046	0.0183	0.0328
Si	5.1828	0.313	23.1512	-0.0046	0.0032	0.0266
Si	8.4933	2.4908	22.9058	0.0038	-0.0088	0.0319
Si	5.0741	5.7474	23.289	-0.0057	0.0005	0.0297
Si	7.7801	8.1995	23.195	-0.0032	0.0026	0.0317
Si	5.6639	10.5168	22.9878	0.0135	-0.0024	0.0315
Si	8.4101	13.4138	22.9901	0.0058	-0.0055	0.0297
Si	10.7755	0.2428	22.9855	-0.0049	-0.0004	0.0348
Si	13.41	2.8521	23.3641	-0.0056	-0.0009	0.0253
Si	11.3368	5.2099	23.2612	0.006	-0.0041	0.0274
Si	14.1765	7.9044	23.5121	0.0016	-0.0048	0.0224
Si	10.6533	11.2046	23.099	-0.0047	0.0012	0.0242
Si	13.9131	13.3848	23.0486	0.0021	-0.0013	0.0281
Si	1.3882	1.2826	24.6047	0.0037	-0.001	-0.0045
Si	3.9856	4.0182	24.4221	0.0049	0.009	-0.0028
Si	1.3323	6.5917	24.6647	0.0065	0.0047	-0.0078
Si	4.0492	9.5002	24.42	-0.0067	-0.0111	-0.0035
Si	1.3606	12.2458	24.3203	-0.01	-0.0044	0.0016
Si	4.0521	14.9438	24.3203	-0.001	0.0021	-0.0003
Si	6.8591	1.4405	24.3401	0.0011	-0.0012	-0.0041
Si	9.5487	4.0942	24.3315	0.0056	0.0037	-0.0023
Si	6.6682	6.7885	24.6412	-0.001	0.0041	-0.018
Si	9.4824	9.4873	24.3075	-0.0062	0.0022	0.0006
Si	6.8098	12.1845	24.2631	0.0015	-0.0023	-0.007
Si	9.5764	14.984	24.3104	0.0035	0.0044	0.0003
Si	12.1963	1.2951	24.5419	0.0035	0.0049	-0.0137
Si	14.9813	3.9834	24.6491	0.003	0.0056	-0.0137
Si	12.3647	6.8348	24.557	0.0031	-0.0005	-0.0076
Si	15.1413	9.5696	24.7425	-0.0076	-0.0115	-0.0103
Si	12.2703	12.2952	24.3992	-0.0011	0.002	-0.0018
Si	14.9745	14.8681	24.5403	0.0004	-0.0033	-0.0099
Si	0.0416	2.6522	25.9429	-0.0081	0.0076	0.0029
Si	2.7734	-0.1007	25.8697	-0.0077	0.0045	-0.0004
Si	0.1164	8.1186	26.0047	-0.0082	0.0064	-0.0027
Si	2.7296	5.3019	25.9618	-0.0028	0.003	-0.0003
Si	0.0473	13.5349	25.8478	0.0007	0.0156	0.0096
Si	2.7182	10.9076	25.7384	0.01	-0.0047	0.0138
Si	5.4816	2.7479	25.7553	-0.0001	-0.0024	0.0101
Si	8.1711	-0.0042	25.6935	0.0016	-0.0029	-0.0001
Si	5.3602	8.208	25.9276	0.0191	-0.0047	0.0052
Si	8.175	5.4041	25.7801	-0.0071	0.0053	0.0014
Si	5.4529	13.5702	25.6464	0.0044	0.0012	0.0143
Si	8.1523	10.8583	25.7316	0.0034	-0.0033	0.0081
Si	10.8438	2.7425	25.8247	0.0069	-0.0113	0.0089
Si	13.6056	-0.0585	25.8426	-0.0058	0.0069	0.0041
Si	10.8723	8.1971	25.7592	-0.0034	-0.0019	0.007
Si	13.6523	5.4376	25.9605	0.0037	-0.002	-0.0028
Si	10.9198	13.6601	25.7615	0.0019	-0.0068	0.0059
Si	13.5696	10.8981	25.857	0.0006	-0.0078	0.0005
Si	1.3606	4.0137	27.3189	-0.0063	0.013	0.0107
Si	4.1468	1.3342	27.1451	-0.0145	0.0013	0.0186
Si	1.4601	9.5422	27.2359	-0.0195	-0.0049	0.0178
Si	4.0581	6.7811	27.2496	-0.0089	0.0018	0.0157
Si	1.3825	14.9113	27.2267	-0.0053	-0.0023	0.0059
Si	4.1029	12.2532	27.094	-0.0076	0.0029	0.0298
Si	6.8071	4.081	27.1682	0.009	0.0106	0.0251
Si	9.4892	1.3542	27.1371	-0.0142	-0.0009	0.0161
Si	6.8063	9.5543	27.1918	-0.007	-0.0103	0.0112
Si	9.5277	6.8047	27.1331	0.0089	0.0073	0.0205
Si	6.8114	14.9417	27.051	0.0069	0.0091	0.0218
Si	9.5299	12.2448	27.0835	-0.0012	-0.0092	0.0199
Si	12.2202	4.0785	27.2241	0.0009	0.0139	0.0125
Si	14.9624	1.3008	27.225	0.0028	-0.0096	0.0158
Si	12.209	9.5219	27.1873	0.01	-0.0092	0.0225
Si	14.9907	6.8093	27.307	-0.0032	0.0005	0.0085
Si	12.2403	14.9565	27.2013	0.0061	0.0086	0.0146
Si	14.9735	12.2264	27.2026	-0.0061	-0.0049	0.0168
Si	0.0117	-0.0456	28.5765	0.0105	-0.0008	0.212
Si	2.7766	2.6613	28.5728	0.0475	-0.0342	0.2208
Si	0.0116	5.4323	28.6365	0.0106	-0.025	0.2158
Si	2.7489	8.166	28.6148	0.0238	-0.0143	0.2319
Si	0.0039	10.8582	28.5505	0.0065	0.0045	0.2137
Si	2.7635	13.5584	28.5462	-0.021	0.0263	0.1942
Si	5.4934	-0.0363	28.4927	0.0056	-0.0177	0.2111
Si	8.1491	2.7081	28.5259	0.0326	-0.0166	0.2056
Si	5.4728	5.4479	28.5546	0.0232	-0.0272	0.2143
Si	8.1655	8.1569	28.5312	-0.0207	0.019	0.1896
Si	5.4397	10.9142	28.5235	0.0223	-0.0136	0.1973
Si	8.1745	13.6073	28.4559	-0.0008	0.0106	0.1793
Si	10.8773	0.0234	28.5068	0.0119	-0.0043	0.2035
Si	13.6024	2.7104	28.5507	0.0146	-0.0097	0.2156
Si	10.8652	5.4654	28.5588	-0.0028	-0.0106	0.1972
Si	13.572	8.1751	28.5904	-0.0084	0.0116	0.2033
Si	10.8517	10.8922	28.5199	-0.0478	0.0369	0.2025
Si	13.6096	13.5953	28.5467	-0.0231	-0.0003	0.2178
Si	1.3812	1.3416	29.9205	0.0973	-0.2159	0.3475
Si	4.0967	4.0953	29.9008	0.132	-0.2116	0.3264
Si	1.3584	6.8278	29.9616	0.0202	-0.0412	0.4467
Si	4.1157	9.5347	29.926	0.0789	-0.0413	0.3292
Si	1.3781	12.2052	29.9041	0.026	0.0512	0.2665
Si	4.1267	14.9471	29.8794	-0.0116	-0.0191	0.1763
Si	6.8165	1.3418	29.8869	0.0278	-0.0445	0.2465
Si	9.4949	4.093	29.8976	0.0346	-0.0415	0.1788
Si	6.8167	6.8017	29.9286	0.0244	0.0308	0.1872
Si	9.5207	9.517	29.9113	-0.0698	0.0767	0.1017
Si	6.8245	12.2625	29.8622	-0.0511	0.0676	0.1748
Si	9.5278	14.9788	29.8402	-0.0594	-0.0419	0.2158
Si	12.2313	1.3701	29.8914	-0.0323	-0.0513	0.348
Si	14.9379	4.0789	29.9405	0.1266	-0.0531	0.359
Si	12.2143	6.8133	29.9597	0.0102	0.015	0.1797
Si	14.9536	9.5364	29.9283	0.0114	-0.0764	0.2929
Si	12.2353	12.2302	29.8812	-0.0311	0.0583	0.2895
Si	14.9534	14.944	29.9197	0.1019	0.0053	0.3964
Si	0.001	2.7344	6.9267	-0.1391	0.1472	-0.3011
Si	2.7627	-0.0158	6.9005	-0.0789	0.1017	-0.4045
Si	-0.0214	8.1865	6.9574	0.0225	0.0319	-0.3384
Si	2.7284	5.4547	6.9468	-0.147	0.0874	-0.2584
Si	-0.011	13.5582	6.9037	-0.0193	0.0397	-0.3873
Si	2.7241	10.8544	6.9564	0.0598	0.0436	-0.2098
Si	5.4709	2.7493	6.8896	-0.1118	0.111	-0.4189
Si	8.2055	0.0057	6.9009	0.0026	-0.0009	-0.2612
Si	5.4369	8.1545	6.9456	-0.1198	0.0096	-0.2782
Si	8.1753	5.4538	6.9724	-0.0107	0.0296	-0.1073
Si	5.4967	13.6048	6.9202	0.0129	-0.1063	-0.2125
Si	8.1477	10.8817	6.9144	0.064	-0.0145	-0.1629
Si	10.876	2.7422	6.9043	-0.0105	-0.0164	-0.2982
Si	13.5949	0.0151	6.9073	-0.0166	0.0663	-0.3488
Si	10.8636	8.1771	7.0024	0.0232	-0.0269	0.0035
Si	13.5851	5.448	6.9792	0.0065	0.0608	-0.1546
Si	10.891	13.6235	6.8674	0.0424	-0.0578	-0.3267
Si	13.5724	10.8854	6.9448	-0.0343	-0.0004	-0.1947
Si	1.3204	4.136	8.2956	-0.0172	0.0303	-0.2136
Si	4.1194	1.4019	8.2258	-0.0196	0.0068	-0.2246
Si	1.3563	9.4994	8.3445	0.0061	-0.0087	-0.2074
Si	4.0637	6.8091	8.3341	-0.0165	0.0284	-0.2039
Si	1.3451	14.9603	8.1949	-0.0222	0.0251	-0.233
Si	4.1154	12.2325	8.2636	0.0069	-0.0154	-0.1879
Si	6.8083	4.0808	8.3096	-0.012	0.039	-0.2026
Si	9.5575	1.3739	8.2793	-0.0227	0.0168	-0.2076
Si	6.7889	9.5033	8.289	0.017	-0.0013	-0.226
Si	9.4997	6.8187	8.3908	0.0062	-0.0039	-0.1782
Si	6.8758	14.9748	8.268	0.0023	0.0013	-0.2078
Si	9.5341	12.2744	8.2244	0.0122	-0.0309	-0.2171
Si	12.1851	4.0926	8.3149	0.0001	0.0243	-0.2147
Si	14.9524	1.3837	8.2638	-0.0289	0.0251	-0.2183
Si	12.2353	9.5471	8.3641	0.0004	-0.0099	-0.1789
Si	14.9483	6.8482	8.3153	-0.0265	-0.0058	-0.2106
Si	12.2432	14.9766	8.2498	0.0162	-0.0134	-0.2276
Si	14.9541	12.217	8.2984	0.0066	-0.0131	-0.2155
Si	0.0022	-0.0029	9.5617	0.0122	0.0007	-0.0193
Si	2.7065	2.7393	9.5616	0.0158	0.0102	-0.0208
Si	-0.0241	5.5315	9.6946	-0.0073	-0.0225	-0.0233
Si	2.6696	8.1134	9.7525	0.0158	0.0101	-0.0233
Si	-0.0415	10.8373	9.6834	0.0123	0.0123	-0.0138
Si	2.7342	13.6519	9.5212	0.0114	0.0002	-0.01
Si	5.5672	0.1048	9.5473	-0.0126	-0.0087	-0.017
Si	8.215	2.742	9.653	-0.0021	-0.0107	-0.0236
Si	5.4478	5.4554	9.6698	-0.0059	-0.0166	-0.0208
Si	8.096	8.19	9.736	0.0049	-0.0094	-0.0206
Si	5.4212	10.8255	9.6526	-0.002	0.0251	-0.0153
Si	8.2298	13.6016	9.6472	-0.0012	0.0057	-0.0196
Si	10.884	-0.0294	9.6371	-0.0008	0.0109	-0.0253
Si	13.5582	2.7189	9.6276	0.0025	-0.0154	-0.0188
Si	10.8722	5.4467	9.7585	-0.0144	-0.0067	-0.0247
Si	13.6112	8.1742	9.7306	0.0148	0.0141	-0.0247
Si	10.8512	10.9719	9.6514	0.0041	-0.0032	-0.0141
Si	13.6397	13.6636	9.6124	-0.0091	-0.0109	-0.017
Si	1.3288	1.3878	10.8827	-0.0006	-0.0036	0.0028
Si	4.0688	4.0459	10.9378	0.0042	-0.0039	0.0006
Si	1.3246	6.7773	11.2294	0.0047	-0.001	-0.0108
Si	4.0499	9.4805	11.072	-0.0002	-0.0018	-0.0047
Si	1.3574	12.2993	10.8587	-0.0017	-0.0025	0.0019
Si	4.0896	15.1389	10.7421	0.0011	-0.0099	0.0087
Si	6.9782	1.3251	11.0338	-0.0073	0.0171	-0.0087
Si	9.4742	4.0953	11.1192	0.0073	0.0012	-0.0065
Si	6.7302	6.8011	11.1384	-0.0019	0.0034	-0.0083
Si	9.4177	9.6778	11.0121	-0.002	0.0037	-0.0037
Si	6.8084	12.2245	10.9171	-0.0029	-0.0025	-0.001
Si	9.5916	14.9383	11.0747	-0.0003	-0.0048	-0.0072
Si	12.2607	1.2861	10.9963	-0.0067	0.0094	-0.001
Si	14.8257	4.2093	10.9251	0.0074	-0.0043	-0.0008
Si	12.2213	6.8535	11.1083	0.0034	-0.0028	-0.0061
Si	15.003	9.4353	11.1675	-0.0197	0.0128	-0.007
Si	12.27	12.3499	10.9627	0.0008	-0.0086	-0.0016
Si	15.0175	15.0165	10.9878	-0.0033	-0.0008	-0.007
Si	-0.1121	2.7804	12.0777	-0.0025	0.0033	0.0013
Si	2.8101	0.1508	12.2008	0.0035	-0.0047	0.0018
Si	-0.0397	8.0761	12.7819	0.0043	0.0055	-0.0004
Si	2.7518	5.2807	12.4477	-0.0003	-0.0005	-0.0027
Si	0.1218	13.7011	12.2802	0.0041	-0.0039	0.0079
Si	2.6167	10.9112	12.2403	0.009	0.0144	0.0019
Si	5.5383	2.7545	12.2011	-0.0047	-0.0043	0.0041
Si	8.2563	-0.1089	12.531	-0.0018	-0.0019	0.0047
Si	5.2874	8.1045	12.5655	0.0057	-0.0002	-0.003
Si	8.1474	5.4835	12.559	-0.0058	0.0012	-0.0031
Si	5.388	13.6916	11.9739	-0.0041	0.0063	0.0057
Si	8.0525	11.01	12.4936	0.007	0.0003	-0.0005
Si	10.8286	2.5905	12.3272	-0.0014	-0.0031	0.0053
Si	13.6785	-0.0212	12.4257	-0.0043	0.0052	-0.0001
Si	10.8037	8.3068	12.2994	-0.0066	-0.0013	0.0013
Si	13.5026	5.4457	12.5221	-0.004	-0.0049	-0.004
Si	11.0636	13.6998	12.4822	-0.0001	-0.0042	-0.0013
Si	13.6096	10.9765	12.2757	0.0034	0.004	0.0031
Si	1.1333	4.0201	13.5767	-0.0012	-0.0056	0.0278
Si	4.4868	1.172	13.5416	0.0118	0.0053	0.0231
Si	1.1204	9.9275	13.7732	0.002	0.0106	0.043
Si	4.1582	6.4139	13.9492	-0.0092	-0.0021	0.0448
Si	1.8149	14.8607	13.4858	0.0026	0.0077	0.0291
Si	3.8492	12.5815	13.2611	0.0103	-0.0113	0.026
Si	6.4779	4.2797	13.7212	0.0009	-0.0089	0.0264
Si	9.9839	0.9782	13.8202	-0.0012	0.0068	0.0366
Si	6.8584	9.3661	13.7794	-0.0038	-0.0008	0.031
Si	9.2244	7.2786	13.6864	0.015	0.0028	0.0348
Si	6.4577	14.9951	13.5538	-0.0079	-0.0117	0.0369
Si	9.7583	12.1996	13.6876	0.0025	0.0002	0.0373
Si	12.2507	3.7905	13.6652	-0.0126	0.0034	0.0405
Si	14.6672	1.795	13.4837	0.0123	0.0033	0.0287
Si	11.9432	9.9355	13.5275	0.0058	-0.0019	0.0343
Si	15.1832	6.1979	14.0575	0	-0.0238	0.0415
Si	12.3541	15.1565	14.0017	-0.0005	0.0011	0.0278
Si	15.2313	12.1384	13.4928	-0.0106	0.0073	0.0346
Si	-1.7201	37.3869	16.7723	-0.0112	-0.0075	0.0863
Si	10.809	-18.582	18.7079	0.0123	0.0044	0.08
Si	-8.1889	8.8799	18.0912	-0.0046	0.0012	0.0539
Si	-5.301	38.1482	20.2319	-0.0045	0.0094	0.0491
Si	21.5822	11.1328	15.6813	-0.0079	0.012	0.0654
Si	17.4018	-7.6499	18.1281	-0.0095	-0.0023	0.0661
Si	-10.8016	5.6347	20.3228	0.005	-0.0047	0.0452
Si	25.6323	14.0792	16.2194	0.0088	0.0039	0.0714
Si	-7.2732	-8.7113	20.6771	0.0032	-0.0059	0.0436
Si	-6.2778	2.9019	18.9406	-0.0027	0.005	0.0539
Si	5.3066	8.2439	18.7049	0.0039	0.0008	0.0579
Si	11.2326	9.5061	20.7458	0.0029	-0.0004	0.0445
Si	11.4895	4.3214	16.6113	-0.0147	-0.003	0.1153
Si	-15.539	3.4761	20.9047	-0.0047	-0.0049	0.0448
Si	10.2283	27.3625	18.201	0.0017	-0.0068	0.0527
Si	19.4467	22.9883	16.9964	-0.0004	-0.0009	0.1049
Si	10.2786	7.1638	16.5963	-0.0011	0.0118	0.0799
Si	-18.7077	24.7648	20.6715	-0.0067	0.0028	0.047
Si	-4.2129	9.6695	16.4854	-0.0029	0.0057	0.0704
Si	1.3824	9.3447	21.112	-0.0014	0.0025	0.0539
Si	6.5191	13.6648	16.4838	-0.0088	0.0066	0.0652
Si	-10.3606	2.1951	15.7891	0.0004	-0.002	0.0723
Si	13.8603	22.6144	19.0363	-0.0128	0.0132	0.0498
Si	0.7346	-19.2928	17.5414	0.0115	-0.005	0.057
Si	3.0228	4.2988	18.9728	-0.0031	0.0003	0.0553
Si	-1.6972	-2.2455	15.8711	0.0342	-0.0056	0.0591
Si	19.1216	-3.0331	19.7736	0.0089	-0.0039	0.0729
Si	16.9845	-0.3944	16.1295	0.0069	-0.0084	0.0643
Si	8.4814	0.5737	16.1127	-0.0057	-0.0046	0.0538
Si	-25.3725	19.6493	20.0176	0.005	0.0108	0.0471
Si	-11.3337	-14.3097	18.6345	-0.0063	0.001	0.0594
Si	-19.855	15.3668	20.7651	0.0075	0.0067	0.0471
Si	0.1912	18.7081	15.7927	-0.0075	0.0014	0.0569
Si	25.4859	16.5363	19.2184	0.001	0.0001	0.0672
Si	18.6092	-5.5214	16.5198	-0.003	0.012	0.0782
Si	14.4599	8.9783	18.0542	0.0018	-0.0079	0.0544
Si	4.0724	-5.6138	20.3187	0.0033	-0.0004	0.0484
Si	-1.4177	1.3074	21.1107	-0.0008	-0.0009	0.034
Si	21.2876	-1.1693	18.6496	-0.0017	-0.0001	0.0564
Si	6.9863	31.6746	20.8786	-0.0013	-0.0058	0.0498
O	-8.1	-24.1314	19.6584	-0.0061	0.0097	-0.0342
O	-4.1283	14.5818	19.428	-0.0163	-0.0105	-0.0301
O	-5.2289	5.8637	21.7953	-0.0034	0.0021	-0.0272
O	-7.8921	3.0673	18.9033	0.0129	-0.0036	-0.0232
O	-18.0746	-6.862	19.6049	0.0047	0.0039	-0.0334
O	-5.4725	-6.2636	19.3078	-0.0081	0.0122	-0.0387
O	10.8284	5.7254	17.1144	0.0002	0.0002	-0.0415
O	-11.5398	0.4312	18.5299	0.0016	0.0016	-0.0194
O	4.0231	17.6954	22.6356	0.0021	-0.0014	-0.0093
O	-6.6158	15.0407	19.3871	0.0011	-0.0027	-0.0281
O	5.6861	23.5081	19.8708	-0.0042	0.0129	-0.0255
O	4.8254	11.9299	14.3649	-0.0135	0.0121	-0.0308
O	8.7605	-5.9457	17.8598	-0.0035	0.0036	-0.0204
O	-8.1782	-9.1554	21.9413	0.0065	-0.0021	-0.0277
O	5.7638	5.3242	21.8874	0.0022	-0.0008	-0.0331
O	3.8953	10.8257	16.4922	0.012	0.0039	-0.0214
O	4.0448	5.1062	19.9399	-0.0108	-0.0046	-0.0232
O	6.7457	4.8042	19.6551	0.0003	-0.0027	-0.0144
O	-2.4193	0.209	20.3493	-0.0046	-0.0036	-0.0159
O	11.1384	10.9168	16.8568	0.0109	-0.0052	-0.0287
O	10.6651	-2.0396	17.0912	-0.0121	0.0034	-0.0413
O	-6.9055	12.8976	15.1342	0.0069	-0.0232	-0.0563
O	14.0928	25.2028	22.1885	-0.0036	0.0008	-0.0303
O	18.2953	19.1048	21.7938	-0.0035	0.0073	-0.0209
O	6.808	3.3762	15.0489	0.0021	0.021	-0.0401
O	5.8888	-0.312	21.8335	0.009	-0.0079	-0.027
O	1.2364	14.8765	17.1973	-0.0051	0.0207	-0.037
O	-5.6938	3.9337	20.0345	-0.0025	-0.0108	-0.0247
O	13.5049	-6.3545	17.2557	-0.0112	0.0027	-0.0274
O	5.3971	-10.9387	14.2656	0.0005	0.0025	-0.0221
O	15.4897	31.7693	15.7116	-0.0035	-0.0035	-0.029
O	37.7352	11.0521	21.5559	-0.0122	0.0004	-0.0246
O	15.9725	2.3839	20.418	0.0044	0.0044	-0.015
O	13.4906	19.1195	14.0649	0	-0.0026	-0.026
O	-9.695	-2.183	14.9385	0.0006	0.0213	-0.0595
O	2.71	13.385	21.3962	0.0027	-0.0027	-0.0231
O	-6.526	6.4749	19.7923	0.0016	-0.0011	-0.0157
O	-3.2234	14.6462	15.4214	-0.0242	0.013	-0.0535
O	11.595	16.0237	21.6587	0.0063	-0.0031	-0.0228
O	-5.5959	3.176	17.4927	0.0121	0.0119	-0.0408
O	8.9028	-8.6051	17.241	0.0129	-0.0116	-0.0219
O	-10.9451	-1.7793	17.2135	0.0156	-0.014	-0.0363
O	-11.6866	25.8628	19.4025	0.0034	-0.0109	-0.0243
O	1.3803	19.4319	14.9345	0.0102	0.0155	-0.0424
O	18.2582	10.0161	17.875	0.0062	0.0129	-0.0456
O	16.219	-5.3715	14.0046	0.0014	-0.0028	-0.0135
O	11.3789	8.2983	16.9042	-0.0023	-0.0018	-0.0315
O	22.469	9.8729	15.1722	0.0145	-0.0108	-0.0436
O	-6.9338	-14.7308	15.2421	0.0191	-0.003	-0.0534
O	-4.9713	4.1603	15.0007	0.0111	-0.0072	-0.0486
O	-10.3191	18.6607	19.8599	-0.011	-0.0047	-0.0279
O	1.728	-8.9332	17.4011	0.0086	-0.007	-0.0252
O	3.5835	2.7876	18.795	0.0058	-0.0049	-0.0235
O	-3.954	20.3444	22.9052	-0.0061	0.0045	-0.0024
O	-1.8223	6.9338	20.3733	0.0007	-0.0075	-0.0244
O	0.1703	4.6724	21.8343	0.0064	-0.0059	-0.0182
O	14.7267	-3.473	14.8476	0.0015	-0.0008	-0.036
O	8.9497	-0.8528	15.4927	-0.0011	0.0072	-0.0296
O	1.2886	-1.2936	22.7087	0.0058	-0.0087	-0.0094
O	4.3052	7.4894	17.6958	-0.0154	-0.0101	-0.0313
O	12.3642	24.7489	20.4329	0.0011	0.0004	-0.0183
O	15.5438	34.2057	14.8192	-0.022	-0.0047	-0.0477
O	10.355	12.5186	18.8568	-0.0026	-0.0005	-0.0201
O	16.5479	26.5929	21.7607	0.0087	-0.0093	-0.0157
O	-5.0869	16.3393	14.2953	0.004	-0.0012	-0.0162
O	-8.3281	13.7891	17.1565	-0.0001	0.0003	-0.0228
O	13.0819	4.2004	16.8598	0.0008	0.0004	-0.0187
O	14.6857	5.907	15.6234	0.01	0.0292	-0.0738
O	1.5369	4.1505	19.6211	0.0134	0.0068	-0.0269
O	2.9924	5.1336	17.5669	0.0008	0.0157	-0.0438
O	18.1555	9.8913	15.2525	-0.013	-0.0159	-0.0658
O	3.3905	6.6881	15.3862	0.0157	-0.0048	-0.0748
O	10.0501	-9.4351	15.026	-0.0171	-0.001	-0.058
O	20.1081	12.0433	19.4414	-0.0051	0.0064	-0.0208
O	0.7453	1.1354	16.7	-0.0046	-0.0002	-0.0115
O	8.0538	8.3178	14.1916	-0.0047	0.0022	-0.0135
O	-4.7961	-5.646	21.8017	0.0015	-0.0077	-0.0212
O	22.0087	35.2902	17.3006	0.0094	0.0008	-0.0605
O	15.4183	29.7406	17.226	-0.0196	0.0089	-0.0387
O	10.2799	1.3634	19.4436	-0.0018	-0.0013	-0.0127
O	1.3124	-3.2079	19.0638	-0.019	0.0016	-0.0364
O	6.7588	9.3514	22.6096	-0.0023	0.0035	-0.007
O	-2.4066	2.2449	21.9524	0.006	-0.0039	-0.0183
O	-14.5359	8.1796	22.1355	-0.0029	0.0103	-0.0222
O	-3.7608	9.4694	14.9524	-0.0016	0.0007	-0.0629
O	-8.5328	14.178	21.6663	-0.0064	0.0103	-0.0215
O	17.8446	-0.5285	14.7794	0.0159	-0.0148	-0.0497
O	-10.1681	-20.5633	16.5859	-0.0048	-0.0075	-0.0354
O	-9.4014	0.8804	15.8059	-0.0014	0.0031	-0.0173
O	2.655	26.629	20.9453	0.0033	0.0023	-0.0165
O	4.5509	18.1985	15.0473	-0.0165	-0.0096	-0.0417
O	0.9686	8.5802	19.7427	-0.0006	-0.0049	-0.0375
O	15.8485	0.4025	22.0319	-0.0054	0.0054	-0.0163
O	8.6371	0.4858	17.7076	-0.006	0.0033	-0.0732
O	15.1176	23.0016	22.9938	0.001	0.0009	-0.0037
O	15.6741	19.8549	16.5578	0.0098	-0.0097	-0.0259
O	14.8674	5.2668	18.2905	0.0065	-0.012	-0.0426
O	6.1575	14.7152	19.6469	-0.0117	0.0015	-0.0308
O	-3.9069	21.9981	19.4351	0.0097	-0.0029	-0.0226
O	13.7256	23.8629	18.0079	0.0026	0.0022	-0.0267
O	7.9547	0.2028	20.309	0.0072	0.004	-0.0211
O	-5.5631	10.962	14.0053	-0.0047	0.0053	-0.012
O	3.5335	14.597	19.1623	0.0043	0.0054	-0.0198
O	6.553	-7.5507	17.8117	0.0004	0.0041	-0.0192
O	-16.7172	8.8762	17.4516	0.0056	0.0023	-0.0309
O	-8.4248	19.4544	21.5116	-0.0064	0.0053	-0.0305
O	5.333	-0.1916	13.806	0.0006	-0.0001	-0.012
O	3.9475	6.8314	22.7935	-0.001	0.0001	-0.0029
O	9.6474	1.3636	22.5265	-0.0077	0.0065	-0.0051
O	14.9403	-4.1649	22.629	0.004	-0.0027	-0.019
O	13.4873	-2.1261	21.6873	-0.0068	0.0078	-0.0223
O	16.5019	5.2527	14.0398	0.0007	0.0037	-0.0295
O	10.0659	8.6426	21.4124	0.0002	-0.0007	-0.0172
O	1.4951	12.2463	16.5984	0.0025	-0.0087	-0.0355
O	2.8397	13.6706	13.9726	-0.0033	0.0013	-0.0228
O	25.8737	12.2976	22.5257	-0.0003	-0.0016	-0.0072
H	2.2102	0.5271	30.8529	-0.3572	0.2132	-0.1867
H	0.5631	2.1672	30.8529	0.2496	-0.1913	-0.3007
H	3.2722	4.9144	30.8333	0.2302	-0.2664	-0.3116
H	4.927	3.282	30.8333	-0.252	0.3049	-0.1949
H	2.1793	6.005	30.8941	-0.227	0.3113	-0.2113
H	0.5303	7.6432	30.8941	0.2816	-0.293	-0.246
H	3.2724	10.3345	30.8585	0.345	-0.2669	-0.2492
H	4.9194	8.6952	30.8585	-0.1705	0.4135	-0.2451
H	2.1985	11.382	30.8366	-0.3608	0.2752	-0.2492
H	0.5455	13.0161	30.8366	0.3051	-0.1687	-0.2707
H	3.306	15.77	30.8118	0.2624	-0.2256	-0.2989
H	4.9569	14.1338	30.8118	-0.3239	0.3546	-0.2344
H	7.654	0.5361	30.8194	-0.3178	0.3217	-0.2253
H	6.0133	2.1819	30.8194	0.1464	-0.3346	-0.2877
H	10.3258	3.2803	30.83	-0.2667	0.2643	-0.2607
H	8.6858	4.9273	30.83	0.2646	-0.3947	-0.2681
H	7.6417	5.9831	30.861	-0.2999	0.3569	-0.2527
H	5.9869	7.6154	30.861	0.2904	-0.2691	-0.2845
H	8.6964	10.3363	30.8437	0.2524	-0.3188	-0.2452
H	10.3434	8.6961	30.8437	-0.2748	0.3464	-0.2999
H	6.0072	13.0888	30.7946	0.3886	-0.2912	-0.2415
H	7.6286	11.4234	30.7946	-0.2398	0.2979	-0.3043
H	8.7168	15.8113	30.7726	0.2589	-0.3685	-0.2628
H	10.352	14.1594	30.7726	-0.284	0.2457	-0.2816
H	13.0557	0.5509	30.8238	-0.3006	0.2134	-0.2609
H	11.4146	2.1969	30.8238	0.2654	-0.2831	-0.2574
H	15.7743	3.272	30.8729	-0.3104	0.1759	-0.2244
H	14.121	4.9056	30.8729	0.2289	-0.3219	-0.2734
H	11.3965	7.639	30.8921	0.3003	-0.3486	-0.241
H	13.0378	5.9931	30.8921	-0.2734	0.255	-0.2776
H	14.1222	10.3484	30.8607	0.38	-0.2296	-0.2459
H	15.7771	8.7163	30.8607	-0.3217	0.2417	-0.2647
H	13.0548	11.406	30.8136	-0.3479	0.266	-0.2709
H	11.4283	13.0666	30.8136	0.2657	-0.284	-0.2333
H	14.1446	15.7785	30.8521	0.2545	-0.2609	-0.2519
H	15.7693	14.1163	30.8521	-0.287	0.2204	-0.2338
H	-0.8354	3.5414	5.9943	0.3021	-0.2754	0.1851
H	0.8191	1.9089	5.9943	-0.1714	0.2616	0.3026
H	1.9337	0.7988	5.9681	0.3054	-0.1777	0.2015
H	3.5834	-0.8387	5.9681	-0.2981	0.2901	0.2415
H	-0.8449	9.0066	6.0249	0.366	-0.2272	0.2417
H	0.8067	7.3711	6.0249	-0.2949	0.2033	0.2545
H	3.5529	4.6356	6.0144	-0.2986	0.2341	0.3009
H	1.9075	6.2774	6.0144	0.3133	-0.2094	0.2223
H	0.8215	12.7473	5.9712	-0.3257	0.2658	0.2229
H	-0.8269	14.3859	5.9712	0.1346	-0.3307	0.2387
H	3.5674	10.0547	6.0239	-0.3775	0.2342	0.2498
H	1.9038	11.6777	6.0239	0.2342	-0.326	0.2759
H	6.274	1.9093	5.9571	-0.1968	0.2985	0.2731
H	4.6406	3.5626	5.9571	0.3892	-0.1952	0.1962
H	7.3679	0.8114	5.9684	0.2555	-0.2456	0.2717
H	9.0165	-0.8268	5.9684	-0.237	0.4159	0.2467
H	4.6333	8.9941	6.0132	0.2907	-0.3367	0.2255
H	6.2668	7.3409	6.0132	-0.3659	0.1936	0.2561
H	8.9844	4.6194	6.04	-0.2377	0.3643	0.2905
H	7.3503	6.2723	6.04	0.3092	-0.2582	0.27
H	6.314	12.7786	5.9877	-0.312	0.3851	0.2279
H	4.6665	14.4182	5.9877	0.282	-0.2571	0.2839
H	8.972	10.0624	5.982	-0.3154	0.277	0.22
H	7.3436	11.7208	5.982	0.2649	-0.4066	0.2516
H	11.6927	1.9153	5.9719	-0.1979	0.3545	0.2663
H	10.0452	3.5548	5.9719	0.2714	-0.347	0.2291
H	14.4038	-0.8194	5.9748	-0.1934	0.261	0.2627
H	12.7705	0.8343	5.9748	0.3071	-0.289	0.2292
H	11.6814	7.3513	6.07	-0.2853	0.2542	0.2732
H	10.0409	8.998	6.07	0.2974	-0.2877	0.2997
H	14.402	4.6213	6.0467	-0.2743	0.2498	0.283
H	12.7617	6.2681	6.0467	0.2979	-0.2681	0.2245
H	10.0668	14.4429	5.935	0.3488	-0.2831	0.2482
H	11.698	12.7871	5.935	-0.2699	0.3352	0.221
H	14.4038	10.0733	6.0123	-0.3206	0.2429	0.2607
H	12.753	11.7096	6.0123	0.2584	-0.3341	0.2928

Results
free energy: -231031.644 eV
free energy less fixed offsets of H -15.71, O -570.45, Si -639.56 eV per atom: -0.964 eV

The program warned: the cutoff lies below the one the program advises for these potential files; the forces do not sum to zero within the program's tolerance; empty levels may hold ghost states of the PAW files; the exchange-correlation potential is rough where the density is thin.
